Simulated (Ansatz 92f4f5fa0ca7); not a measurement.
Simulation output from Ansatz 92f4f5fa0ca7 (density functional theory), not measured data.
Periodic cell of 168 atoms, Si98O70, from a study of silicon, its oxide and their interface. The atomic structure is a simulated model.

Settings: functional r2SCAN; potential files Ansatz norm-conserving; basis plane waves; wave-function cutoff 1300 eV; density cutoff ratio 4; exchange-correlation grid ratio 1; k mesh 2 x 2 x 1, shifted by 0.5 0.5 0.5 of a step; self-consistency stop 5e-08 eV per atom in the density residual; occupations Fermi-Dirac, 0.05 eV; spin none; net charge 0.

Cell vectors (angstrom)
a 11.54 0 0
b 0 11.54 0
c 0 0 21.2003

Atoms: element, x, y, z (angstrom)
Si -0.2775 0.0618 -0.1689
Si -3.1467 3.9768 -0.8396
Si -0.3369 6.9382 -0.3062
Si 3.6878 -0.0176 -0.2068
Si 0.4083 4.5844 0.3152
Si 3.7027 8.249 -0.0224
Si 7.6607 -0.7607 -0.0993
Si 6.2317 3.5197 -1.3676
Si 7.9015 8.416 -0.4296
Si 1.7272 0.0491 1.1664
Si 2.2373 3.8002 1.6001
Si 1.8277 7.7221 1.3319
Si 5.7288 0.0719 1.0145
Si 5.2903 4.0931 1.1389
Si 5.3809 7.7009 1.405
Si 9.4654 -0.1657 1.4522
Si 9.575 3.8965 1.2375
Si 9.5113 7.7915 1.1824
Si 2.0014 1.7652 2.6909
Si 2.1247 5.7432 2.7453
Si 2.0871 9.6873 2.5083
Si 5.8071 2.0738 2.5194
Si 5.4618 5.7477 2.6596
Si 5.619 9.5169 2.7001
Si 9.4626 2.013 2.6346
Si 9.5471 5.8279 2.2838
Si 9.6729 9.6366 2.8642
Si -0.1327 1.98 3.8471
Si -0.0211 5.844 3.8275
Si 0.1371 9.6559 4.114
Si 3.9701 1.7051 3.9342
Si 3.7901 5.8521 4.4262
Si 3.8573 9.8512 4.0507
Si 7.7185 1.9518 3.9916
Si 7.573 5.7095 3.8868
Si 7.7289 9.4426 4.346
Si -0.0135 0.1336 5.4054
Si -0.0399 3.92 5.17
Si 0.5131 7.6822 5.4189
Si 4.0457 -0.0423 5.5423
Si 3.7222 3.8168 4.9363
Si 3.938 7.9286 5.5616
Si 7.6476 0.0472 5.402
Si 7.4937 3.9988 5.1868
Si 8.2467 7.4559 5.2637
Si 1.9599 -0.0701 6.7333
Si 1.813 3.8747 6.5303
Si 2.2328 7.8359 7.059
Si 5.7581 -0.0592 6.8931
Si 5.5873 3.6867 6.3806
Si 5.9718 7.3831 6.7852
Si 9.5212 -0.1232 6.8183
Si 9.4549 3.8298 6.4549
Si 10.0889 7.303 6.4747
Si 2.0689 1.7955 8.0946
Si 2.0635 5.6934 8.122
Si 2.205 9.7618 8.2356
Si 5.6976 1.9876 8.1341
Si 5.6189 5.2175 7.9881
Si 6.2208 9.4674 8.0432
Si 9.6398 2.1067 8.0738
Si 9.6771 5.5354 8.1287
Si 9.9129 9.3929 7.842
Si 0.2719 2.0062 9.3012
Si 0.0551 5.3349 9.5203
Si 0.2381 9.2856 9.4517
Si 3.596 2.4285 10.9375
Si 3.9316 5.3149 9.6956
Si 4.2267 9.5418 9.4408
Si 7.8942 2.683 9.2217
Si 7.7255 5.6252 9.2025
Si 8.0535 8.6002 9.1927
Si 0.5556 -0.5445 11.9307
Si -0.1169 8.8164 16.0816
Si 3.2831 7.5526 11.5006
Si 5.1418 9.7769 12.2826
Si 7.9987 -1.965 12.2049
Si 8.5784 5.4224 16.0095
Si 9.5141 7.5046 14.0102
Si -0.9035 1.6156 12.2775
Si 0.2843 7.1737 11.7298
Si 1.6898 1.8943 13.1047
Si 7.7831 1.173 11.9479
Si 13.8935 7.2856 15.8573
Si 4.2047 -0.0551 17.9945
Si 5.7569 0.6931 14.0267
Si 13.4151 9.6854 14.2168
Si 0.2472 1.4835 18.5017
Si 5.8097 4.1546 16.8377
Si 12.6519 4.1854 19.3193
Si 11.2001 3.7002 16.8706
Si 8.0566 12.9322 19.1912
Si 3.0237 0.6754 15.157
Si 3.2989 8.6895 18.2838
Si 0.3646 10.0538 18.5337
Si 2.553 4.5579 16.6857
Si 9.1231 6.7395 18.7555
Si 6.777 12.6824 16.6321
O -2.5374 2.7558 -1.9206
O -3.2744 -3.4317 -2.0758
O -0.8598 6.9071 -1.8192
O -0.7442 2.1245 -4.0103
O -2.7182 5.345 -1.6175
O 0.9044 7.9619 -0.127
O 6.1423 2.6163 -4.9268
O 3.8124 -3.6768 -1.6276
O 3.9252 -1.6271 0.1545
O 3.6166 0.4454 -1.8487
O 1.8604 13.1753 -6.5286
O 1.7737 9.3179 -2.7824
O 6.5569 1.8959 -1.5388
O 8.3627 -0.1002 -1.5355
O 5.7454 4.2279 -2.7414
O 8.6433 6.5374 -3.9273
O 15.1267 4.0898 0.7672
O 6.6468 7.5404 0.1837
O -0.8801 -0.0659 12.5794
O 0.1149 2.3992 13.2828
O 0.3224 3.7639 9.7139
O -0.4377 13.0143 10.7626
O 0.3086 10.6876 10.3256
O -5.7672 11.9732 17.6934
O 2.7793 2.8839 12.3878
O -0.3641 -5.7898 11.0209
O 3.5841 8.139 9.997
O 3.9253 3.9198 10.4367
O 3.4011 7.6192 17.0368
O 4.0175 8.6587 12.4679
O 8.1767 -0.3772 12.3309
O 7.652 1.4948 10.3995
O 7.5251 4.2164 10.0673
O 8.5584 6.2537 14.5971
O 8.3943 9.0792 10.6832
O 10.0825 8.3875 15.3258
O 1.8034 7.0658 12.0332
O 4.122 6.2293 11.1484
O -0.5238 7.3628 13.2016
O 0.6603 10.1143 15.2486
O 1.7284 0.5156 12.3325
O -0.0409 8.1696 10.524
O 4.2888 9.9844 18.3719
O 6.5604 -2.5259 12.2808
O 8.7367 -2.7443 13.4147
O 7.0477 5.046 16.3185
O 7.4483 7.0353 9.7719
O 14.1159 8.2233 14.5946
O 12.7052 3.7097 16.2408
O -2.4406 2.1113 12.515
O 1.193 -1.9129 12.726
O 0.8094 7.4218 16.2263
O 5.2965 -0.86 13.5361
O 6.8114 0.438 15.1556
O 6.4926 1.5133 12.8319
O 14.7688 0.5742 16.8029
O 14.0617 5.8026 15.4489
O 8.1393 1.0504 17.5377
O 9.7814 4.3186 16.1686
O 4.4021 1.2681 14.4946
O 10.8985 9.5497 17.4381
O 4.788 10.4148 10.832
O 2.5054 4.8064 18.3661
O 4.2057 4.1897 16.4596
O 1.283 14.1419 18.7943
O 11.1118 1.3942 20.0135
O -0.296 4.5819 18.3122
O 12.3333 -0.002 18.0121
O 11.4833 10.3741 20.0135
O 14.5693 10.7521 14.4017

Results
free energy: -43998.269 eV
free energy less fixed offsets of O -463.61, Si -117.95 eV per atom: 13.531 eV
pressure: -0.64 GPa
stress xx, yy, zz, yz, xz, xy (GPa, positive in tension): 0.48, -0.54, 1.99, -0.85, 0.15, 0.13

Forces (eV/angstrom), in the order of the atoms: element, x, y, z
Si -0.1913 1.1306 0.5805
Si 1.5604 0.1454 -2.0019
Si -0.2979 -0.3971 1.2421
Si 0.1542 -0.0463 -0.6657
Si -0.9537 0.1014 -0.2416
Si -0.1155 0.5212 0.2981
Si 1.1068 0.3136 -0.1589
Si 0.2123 0.5072 1.9251
Si -0.4774 -0.1276 -0.3221
Si 0.1684 0.4957 -0.8049
Si -0.9846 0.536 -0.0355
Si 1.1805 -0.1757 -1.7265
Si 0.2978 0.3134 1.0945
Si -1.6563 -2.1023 -1.8417
Si 2.115 -1.254 -1.9133
Si -0.1558 1.2667 -1.2892
Si 1.1429 -0.9825 -1.7967
Si 0.6953 0.7664 -0.252
Si -1.0169 0.0164 -0.0867
Si -1.3877 1.148 0.656
Si -1.8605 0.5573 1.317
Si 0.3577 -0.8369 -1.0166
Si 0.8248 1.3753 1.2762
Si 2.4172 1.8415 0.2791
Si 0.9602 -1.0262 -1.7342
Si -0.9832 0.5347 2.9375
Si -0.0678 -1.4457 0.2517
Si 1.5051 -0.2509 0.9123
Si 0.7487 0.2576 -0.1615
Si 0.5828 0.1052 -0.3882
Si -0.2133 0.553 0.0504
Si 0.1382 3.321 -2.6326
Si -0.425 -2.0858 -0.2063
Si -1.7301 0.4906 0.5274
Si 0.7775 1.841 -2.8071
Si -0.538 1.3254 -2.3807
Si -0.4939 -0.5139 -0.0059
Si -1.2717 -0.0012 0.0003
Si -0.5017 -0.1587 -1.0692
Si -2.1709 1.0926 -0.6716
Si -0.5432 -3.056 2.6195
Si 1.4036 -0.628 -0.5462
Si -0.0719 -0.6587 0.3334
Si 0.9149 -2.4673 1.0544
Si -3.1667 -0.4564 0.6165
Si -0.0793 0.7345 -0.3928
Si 1.2422 -0.7994 1.0837
Si -0.2378 -1.5291 -0.679
Si 2.577 0.3219 1.0445
Si -0.8811 -1.3261 0.5047
Si 0.2003 0.5512 -0.4529
Si 0.5574 1.7264 -0.0172
Si 0.9946 0.0915 0.7044
Si 0.1158 0.8116 2.4556
Si 1.8108 0.7304 -1.4465
Si -0.2974 0.4567 1.1569
Si -0.2873 0.0263 0.5208
Si 0.4091 0.4617 -1.0701
Si 1.0315 2.8675 0.761
Si -1.5512 -0.9303 0.3995
Si 2.0427 -1.3948 -2.14
Si 1.5244 0.4607 -1.7097
Si -0.0262 -2.1796 0.8732
Si -3.7081 3.8522 2.6405
Si -0.106 -1.0975 -1.5218
Si -0.268 2.6829 -1.6767
Si -0.375 -0.0748 1.0585
Si 0.3777 1.8286 0.3964
Si 1.3167 0.9611 0.8633
Si -4.0268 0.442 3.3388
Si -1.9414 -3.3385 -1.8734
Si -0.4127 -0.2469 1.2455
Si -0.4954 -1.9473 0.6352
Si -0.6897 0.5026 -1.4082
Si 1.529 0.0137 0.4922
Si 0.3579 -1.2071 -0.7341
Si 1.9457 -0.5973 -0.97
Si 0.7982 1.3041 1.7143
Si 1.9671 2.479 1.8115
Si -2.1895 -0.88 1.9991
Si -4.0762 -2.2478 1.5444
Si -0.7147 2.7791 0.5524
Si 2.3812 0.1827 1.73
Si 0.2389 0.7136 -0.5737
Si 1.7821 3.2136 -2.7869
Si 0.3059 -2.7641 -2.5198
Si -0.4258 -1.5586 0.2401
Si -2.4162 -1.6685 -2.4163
Si -1.2644 -2.9188 -0.6791
Si -0.3918 -0.1415 -4.3659
Si -2.3487 -0.1032 1.7632
Si 0.453 0.8716 -3.9598
Si 2.4351 -1.1233 1.2787
Si -0.4484 -0.1597 0.2829
Si 1.9029 2.3723 -0.6869
Si 1.4906 1.2344 -0.6676
Si 0.4565 -0.7283 1.7006
Si 0.1433 0.3884 0.7082
O -1.3097 -0.3732 2.0381
O -0.0221 -0.6116 2.7689
O -0.7857 1.2296 -1.4451
O 2.1976 -0.0922 1.8845
O -0.7484 0.8159 0.4081
O 0.4674 -0.3184 1.1343
O 0.973 0.6818 1.0315
O -0.6136 -0.2594 1.3289
O -0.6168 -1.233 -1.7387
O -0.8469 1.4102 4.4216
O 0.9536 -0.4089 1.1506
O 1.7698 -1.9303 0.0072
O -0.3436 0.3043 0.4639
O -0.6342 -0.3196 2.4543
O 0.3066 -0.1826 0.9209
O 1.6517 -0.7505 -1.857
O 2.3263 -0.6111 -0.5515
O -0.6054 0.3972 0.3929
O 1.9755 1.0074 0.054
O 0.039 -0.0667 -2.1516
O 0.4729 -3.5166 -0.5167
O 1.5232 1.4939 -2.529
O 0.5979 -0.2078 1.4221
O -2.5559 -1.0962 -0.401
O -0.797 -0.9829 -0.2526
O 1.2329 2.33 1.6564
O -1.1066 1.1012 -0.2305
O -0.0589 -1.5094 -0.2582
O 0.0028 1.7703 1.3339
O -1.7282 -1.9331 -0.0909
O -0.9739 0.5852 -0.6769
O 0.1145 0.4733 -0.5943
O 1.6399 -1.7803 -0.7871
O 1.8637 0.8652 -0.9348
O 1.3847 1.4317 1.2172
O -0.0445 -1.5264 -0.1295
O 2.9226 0.4971 -0.554
O -0.0468 -1.6747 -0.7824
O -1.3134 -0.9532 -1.5308
O 0.0753 -2.8903 0.8163
O -0.281 -1.0905 -1.6582
O -0.1169 -0.4636 0.4728
O -0.1745 -3.925 -1.8375
O -2.7407 -0.7136 -0.3244
O 0.0874 -0.8718 -1.417
O -1.3972 -0.9667 -0.6778
O 0.4205 3.6099 0.2584
O -0.7315 1.9603 -0.8147
O 1.1648 1.2075 0.0279
O -0.4522 -1.1691 -0.8864
O -0.4833 1.2804 -0.9619
O -2.1118 2.4689 1.1831
O 0.9631 3.0879 0.6866
O 1.4062 -0.017 2.3756
O -0.8818 0.2772 -0.0481
O 0.3696 -0.7818 -1.0356
O 0.3759 -3.9605 1.88
O -1.0593 1.2231 -0.3045
O 0.439 0.452 -0.5275
O -1.9331 1.6434 0.9463
O -0.584 -1.7786 -0.1117
O -0.7258 -0.2037 -1.6674
O -2.1029 -0.3277 -0.4264
O -1.1751 0.5714 -0.1308
O 2.4345 1.8599 0.9414
O -0.1827 -1.7967 0.6333
O 2.2083 -1.039 -0.1742
O -0.7922 2.6813 0.5005
O -1.2054 -1.6264 1.1393
O -0.7922 1.258 1.1165

The program warned: the forces do not sum to zero within the program's tolerance.
